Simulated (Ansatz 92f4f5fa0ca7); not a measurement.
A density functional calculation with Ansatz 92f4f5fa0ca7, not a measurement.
Periodic cell of 221 atoms, Si132O87H1N1, from a study of silicon, its oxide and their interface. The atomic structure is a simulated model.
Doubt: the cutoff is far below the 930 eV that the study's wrapper takes by default for these files, so forces and energies are approximate.
This geometry differs little from another in the collection (a relaxation step or a small displacement).

Settings: functional PBE; potential files Ansatz PAW; basis plane waves; wave-function cutoff 580 eV; density cutoff ratio 5; exchange-correlation grid ratio 1; k mesh 1 x 1 x 1, Gamma-centred; self-consistency stop 5e-08 eV per atom in the density residual; occupations fixed; spin none; net charge 0.

Cell vectors (angstrom)
a 10.938 0 0
b 0 10.938 0
c 0 0 32.2264

Atoms: element, x, y, z (angstrom)
Si 0.1893 -0.1347 24.5697
Si 5.5902 -0.3076 24.8296
Si 2.5192 3.0474 24.5582
Si 8.0747 2.9766 25.1277
Si 0.0463 5.1311 24.7442
Si 5.8184 5.1558 24.7212
Si 2.4447 8.5111 24.6699
Si 7.9919 8.5936 24.8674
Si 1.398 1.4123 25.9172
Si 6.7486 1.3323 26.1079
Si 4.0699 4.1643 25.9887
Si 9.6142 4.1363 26.3784
Si 1.2708 6.8482 25.9077
Si 6.8569 6.8604 26.0239
Si 4.0263 9.5094 26.1459
Si 9.5888 9.734 26.1006
Si 2.7119 0.0514 27.4184
Si 8.1807 0.06 27.484
Si 0.0652 2.6559 27.4818
Si 5.3949 2.7588 27.4252
Si 2.6948 5.5371 27.3701
Si 8.1772 5.5559 27.5127
Si -0.0327 8.2172 27.3936
Si 5.4551 8.16 27.4478
Si 4.1018 1.3673 28.8082
Si 9.5708 1.3673 28.8082
Si 1.3673 4.1018 28.8082
Si 6.8362 4.1018 28.8082
Si 4.1018 6.8362 28.8082
Si 9.5708 6.8362 28.8082
Si 1.3673 9.5708 28.8082
Si 6.8362 9.5708 28.8082
Si 0 0 30.1754
Si 5.469 0 30.1754
Si 2.7345 2.7345 30.1754
Si 8.2035 2.7345 30.1754
Si 0 5.469 30.1754
Si 5.469 5.469 30.1754
Si 2.7345 8.2035 30.1754
Si 8.2035 8.2035 30.1754
Si 1.3673 1.3673 31.5427
Si 6.8362 1.3673 31.5427
Si 4.1018 4.1018 31.5427
Si 9.5708 4.1018 31.5427
Si 1.3673 6.8362 31.5427
Si 6.8362 6.8362 31.5427
Si 4.1018 9.5708 31.5427
Si 9.5708 9.5708 31.5427
Si 2.7345 0 0.6835
Si 8.2035 0 0.6835
Si 0 2.7345 0.6835
Si 5.469 2.7345 0.6835
Si 2.7345 5.469 0.6835
Si 8.2035 5.469 0.6835
Si 0 8.2035 0.6835
Si 5.469 8.2035 0.6835
Si 4.1018 1.3673 2.0507
Si 9.5708 1.3673 2.0507
Si 1.3673 4.1018 2.0507
Si 6.8362 4.1018 2.0507
Si 4.1018 6.8362 2.0507
Si 9.5708 6.8362 2.0507
Si 1.3673 9.5708 2.0507
Si 6.8362 9.5708 2.0507
Si 0 0 3.418
Si 5.469 0 3.418
Si 2.7345 2.7345 3.418
Si 8.2035 2.7345 3.418
Si 0 5.469 3.418
Si 5.469 5.469 3.418
Si 2.7345 8.2035 3.418
Si 8.2035 8.2035 3.418
Si 1.3606 1.3924 4.6792
Si 6.8645 1.3384 4.8197
Si 4.1089 4.0858 4.8763
Si 9.5668 4.0998 4.7858
Si 1.4058 6.8262 4.8446
Si 6.8753 6.7612 4.7697
Si 4.1489 9.4921 4.746
Si 9.5595 9.571 4.8026
Si 2.6676 -0.0842 5.9124
Si 8.1982 -0.0132 6.2388
Si 0.0218 2.7255 6.0784
Si 5.4586 2.5776 6.2418
Si 2.7937 5.5553 6.3362
Si 8.1767 5.3644 6.2252
Si -0.0358 8.1555 6.1659
Si 5.4695 8.0746 6.123
Si 3.7103 1.371 7.4006
Si 9.8874 1.1556 7.4264
Si 1.6413 3.8101 7.4245
Si 6.6337 4.1208 7.5728
Si 4.5146 6.5759 7.7271
Si 9.2852 7.0417 7.4683
Si 1.1461 9.8196 7.3143
Si 6.9878 9.2479 7.4195
O 1.2572 4.1012 24.148
O 6.7833 9.5907 24.2914
O 2.8844 2.7638 7.2987
O 8.1663 8.189 7.8822
O 5.5625 5.3079 8.0117
O 0.0643 0.0118 7.8923
O 5.3439 5.5406 23.1896
O 10.5228 0.4954 23.1246
O 2.1571 9.4203 8.5681
O 1.3754 3.787 9.0407
O 9.4662 2.0195 8.7527
O 7.6534 9.9677 12.1266
O 3.4322 0.8371 8.9648
N 4.3235 7.3378 9.3186
O 7.1815 3.3316 8.9411
O 9.8528 6.5196 8.9273
O 3.3408 2.4547 23.2096
O 4.6682 0.1762 23.552
O 9.1977 2.4857 24.0434
O 9.8327 5.5749 23.5994
O 19.8916 8.1248 23.6118
O 3.282 7.984 23.3482
O 6.9857 4.016 24.4365
O 1.3136 9.6391 24.1643
Si 3.8155 6.4204 10.7398
Si 9.1163 4.2839 14.6509
Si 7.4134 8.3602 11.9593
Si 4.2158 1.2767 22.4353
Si 17.1278 3.8406 14.3234
Si 2.7528 -0.4394 20.1856
Si 7.1746 4.1726 19.5254
Si 14.0209 6.6643 16.4893
Si 1.9401 4.1464 10.527
Si 5.7008 16.2236 16.8099
Si 3.7891 9.7738 17.3106
Si 10.2136 4.4539 11.6975
Si 10.9204 6.5377 16.0875
Si 8.0027 1.627 14.5517
Si 2.7967 10.4334 9.6988
Si 9.1254 6.7827 22.7094
Si 11.192 -1.1193 11.231
Si 3.586 -3.2685 13.7419
Si 5.1834 8.7488 9.878
Si 9.5735 1.769 22.6458
Si 11.9371 -0.4137 16.6464
Si 8.4015 2.6424 9.8127
Si -0.4259 8.2499 18.4395
Si 11.7607 -2.0105 14.1865
Si 4.6997 3.8351 11.6852
Si 6.0188 6.0896 21.8025
Si 6.4675 7.7365 14.7571
Si 11.5348 6.5288 20.7399
Si 11.1006 1.0916 18.8972
Si 14.2235 7.7024 21.7335
Si 6.9678 1.3771 20.8441
Si 9.9543 7.2111 10.4096
Si -0.6446 3.693 20.2516
Si 8.4509 -0.6018 19.1735
Si 6.8544 10.2287 16.4139
Si 8.5695 0.3438 11.8231
O 13.3754 8.8065 13.9705
O 7.723 -0.7392 17.7578
O 6.0059 8.2064 11.1681
O 1.6175 10.6325 10.8211
O 4.9533 -5.6777 10.922
O 10.0032 7.2163 17.2735
O 6.2524 4.9552 20.6439
O 6.6381 13.2595 13.9917
O 3.572 7.1902 12.1808
O 2.3662 5.728 10.408
O 7.5721 4.7676 14.2997
O 11.4344 -1.5818 17.6748
O 9.8771 4.1893 13.2392
O 0.6075 7.4606 19.4123
O 6.9547 2.5416 19.6706
O 12.436 6.2398 16.7129
O 17.2215 6.5407 15.8842
O 13.021 6.6128 21.4329
O 3.2965 0.6495 21.2608
O 0.7177 3.7546 11.5006
O 7.2213 -0.1218 20.1771
O 8.1699 1.3981 21.9387
O -1.6703 8.9002 19.3106
O 2.7894 9.0515 20.9497
O 12.2423 0.2194 19.724
O 6.1209 9.5726 8.807
O 8.5347 7.7388 10.9783
O 8.8327 1.0154 13.2885
O 7.4518 11.4992 15.6206
O 5.6949 2.6215 11.3113
O 2.6221 -0.3254 16.5439
O 3.1938 14.2963 11.2239
O -6.7737 5.6873 17.2675
O 11.12 7.5537 14.8102
O 4.0627 9.7743 10.4687
O 3.4513 8.1774 17.0536
O 10.0292 5.2375 15.6228
O 10.2961 2.8493 21.6624
O 5.0033 15.1336 13.2602
O 4.8268 7.1752 21.3187
O 11.0255 2.6951 19.1817
O 8.956 2.7658 15.2785
O 3.7156 -0.7015 18.8839
O 5.5987 1.7016 21.6748
O 5.2497 10.2267 16.7389
O 7.902 1.3937 10.7541
O 9.607 0.5447 19.2871
O 17.6087 4.827 18.0823
O 7.5915 6.5364 22.1337
O -5.9068 -2.6567 14.1822
O 7.3601 -3.4103 13.3786
O 11.3877 -0.7413 15.1527
O 10.251 7.1029 21.5835
O 9.0791 3.8159 10.7147
O 8.8132 -6.6382 19.7876
O 0.4263 11.9104 17.2805
O 16.522 3.9821 15.8329
O 11.1153 -1.6954 12.7475
O 11.2897 4.9606 20.408
O 0.0399 8.4863 10.2936
O 10.431 6.0469 11.4309
O 9.9712 -0.063 11.1031
O 14.2334 6.4976 14.8577
O 7.2307 8.9158 15.5516
H 5.6235 2.272 10.4092

Results
free energy: -133792.465 eV
free energy less fixed offsets of H -15.97, N -385.13, O -568.88, Si -635.61 eV per atom: 1.715 eV

Forces (eV/angstrom), in the order of the atoms: element, x, y, z
Si -0.0161 0.0254 -0.0511
Si 0.0469 -0.0788 -0.0687
Si -0.0185 0.011 -0.0546
Si -0.0282 0.0626 -0.1045
Si -0.0368 -0.0596 -0.0801
Si 0.0333 -0.0455 -0.0057
Si -0.017 0.0578 -0.0462
Si -0.0224 0.0355 -0.0251
Si 0.0115 -0.0116 0.0279
Si -0.0012 0.0242 0.0219
Si 0.003 -0.0131 0.0013
Si 0.0038 -0.0025 -0.0069
Si -0.0032 0.0158 0.0279
Si -0.0093 -0.0139 0.0261
Si 0.0115 0.0001 0.0144
Si -0.0159 0.003 0.0261
Si 0.0159 -0.0196 -0.014
Si -0.0093 -0.0079 -0.0237
Si 0.0001 0.038 -0.0032
Si 0.0088 -0.0107 -0.0242
Si 0.0144 0 0.0083
Si -0.0053 -0.0159 -0.0329
Si 0.019 -0.0041 0.0027
Si -0.0091 0.004 -0.0157
Si -0.2391 0.1311 0.0923
Si 0.1065 0.0295 0.4802
Si 0.34 0.0471 -0.1848
Si -0.2704 0.0382 -0.1066
Si -0.2117 -0.192 0.0493
Si 0.1063 0.5994 0.3821
Si -0.1001 0.0587 -0.3552
Si -0.0241 -0.1676 -0.0651
Si -0.1324 -0.1186 0.0299
Si -0.0066 -0.0147 -0.0549
Si 0.1269 0.0805 0.0291
Si 0.123 0.0375 -0.0285
Si -0.0147 -0.0083 -0.0614
Si -0.0956 -0.1373 0.0233
Si 0.0529 0.0244 -0.0502
Si 0.1272 0.0416 0.0534
Si -0.0212 0.0475 -0.0484
Si -0.0231 -0.0236 -0.0295
Si -0.0223 -0.0474 0.0179
Si -0.0517 0.0375 -0.0056
Si 0.0143 0.0116 -0.0289
Si -0.0003 0.0422 -0.0383
Si -0.0173 0.0043 -0.0082
Si -0.0302 0.0335 0.0191
Si -0.0061 0.0056 0.0302
Si 0.0514 0.0147 0.0109
Si -0.011 -0.0317 0.0273
Si 0.0573 -0.0139 0.0051
Si 0.0168 -0.0062 0.0009
Si 0.0204 -0.0467 0.0381
Si -0.0185 -0.0268 -0.0014
Si 0.0124 -0.0188 0.0301
Si 0.0085 0.0848 0.0426
Si -0.0687 -0.0492 -0.0085
Si 0.0694 0.0221 -0.0076
Si -0.0987 -0.0574 0.02
Si -0.1112 -0.0492 0.0109
Si 0.0433 0.1112 0.0355
Si -0.0452 -0.0323 0.029
Si -0.0365 0.0151 -0.0064
Si -0.3113 -0.1043 -0.2797
Si 0.2837 -0.1142 0.1069
Si 0.3476 0.5494 -0.1846
Si -0.0295 -0.0536 0.0928
Si 0.2107 0.0602 0.3044
Si -0.1225 -0.4387 0.1119
Si -0.0716 -0.2724 -0.1206
Si 0.0502 -0.0598 0.0685
Si -0.0106 -0.0362 -0.0052
Si -0.0058 -0.0022 -0.008
Si 0.0487 0.048 -0.0405
Si 0.0005 0.0002 0.042
Si 0.0002 0.0246 0.0004
Si -0.019 -0.009 0.017
Si -0.0385 0.0131 0.0309
Si 0.0156 -0.0071 -0.0159
Si 0.05 0.0612 0.0036
Si -0.0512 -0.0172 -0.0023
Si 0.0238 0.0501 -0.0191
Si 0.0663 0.0591 -0.0502
Si -0.0341 -0.0138 -0.0311
Si 0.0499 0.0079 -0.0439
Si -0.0099 -0.0108 0.0045
Si 0.0415 0.021 -0.0506
Si -0.056 -0.28 -0.0249
Si 0.0342 -0.0203 0.0121
Si -0.0853 0.0179 -0.0987
Si -0.0705 -0.0202 0.0427
Si 0.0032 0.0325 0.0604
Si -0.0414 0.0117 -0.0373
Si -0.0051 -0.022 -0.0239
Si 0.0035 -0.0075 -0.0322
O -0.0075 0.0134 0.0217
O -0.0575 0.0563 0.0316
O 0.0826 0.0309 0.0541
O 0.0206 -0.0004 -0.0024
O 0.0264 -0.0715 -0.0373
O -0.0141 0.0165 0.0225
O 0.0133 -0.0037 -0.0006
O -0.0434 0.0579 -0.0257
O 0.0311 0.0283 0.0213
O -0.0937 0.0187 0.0399
O 0.0044 0.0003 -0.0049
O 0.0096 0.0075 -0.0143
O -0.0368 -0.0247 0.025
N -0.0001 0.0505 0.1024
O 0.0492 0.0188 -0.0662
O 0.0147 -0.0094 0.0343
O 0.0358 -0.024 -0.0071
O 0.0019 0.0222 0.0006
O 0.0068 -0.0447 -0.1012
O 0.0009 0.0464 0.0081
O 0.0225 -0.0203 -0.0194
O 0.0004 -0.0051 0.0106
O 0.052 -0.0613 0.0572
O 0.0155 -0.0144 0.0096
Si -0.0006 0.0253 -0.0439
Si 0.0064 -0.0049 -0.0013
Si -0.0214 0.0063 -0.0046
Si -0.0092 0.0053 0.0031
Si -0.0083 -0.0076 0.0078
Si 0.0038 0.0041 -0.0022
Si 0.0108 -0.0019 0.007
Si 0.0027 0.0051 -0.0025
Si 0.0162 0.0879 0.0255
Si 0.0096 -0.01 0.0136
Si -0.0062 0.0086 0.0091
Si -0.0118 0.018 0.0179
Si -0.0051 0.006 -0.0024
Si 0.0037 -0.0076 0.012
Si 0.0191 0.0449 0.0082
Si 0.0091 -0.0144 -0.0018
Si 0.023 0.0044 0.0123
Si -0.0037 0.007 -0.0121
Si -0.019 -0.0223 -0.0048
Si 0.0373 0.0534 0.0804
Si 0.003 0 -0.0006
Si -0.0127 0.0082 0.0316
Si 0.0134 -0.0074 0.0102
Si 0.0015 0.0047 -0.0065
Si 0.0245 0.0347 0.0377
Si 0.0025 0.0093 -0.0231
Si -0.0017 0.0034 -0.0139
Si -0.0017 -0.0208 -0.0105
Si -0.0014 0.0119 0.016
Si 0.0132 -0.0199 -0.024
Si -0.0035 0.0098 -0.0111
Si 0.0075 0.0107 0.0219
Si 0.0176 0.0098 -0.0014
Si 0.0063 0.0111 0.0014
Si 0.0075 0.0038 0.0037
Si -0.0027 -0.0126 0.0227
O -0.0065 -0.0069 -0.0004
O -0.0061 -0.009 -0.0089
O 0.0115 0.0023 -0.0081
O -0.0111 -0.0124 -0.0161
O 0.0003 -0.0198 0.0024
O 0.0041 0.001 -0.0046
O 0.0114 -0.0106 -0.0003
O 0.0083 0.0026 -0.0075
O 0.0014 -0.0038 0.0119
O 0.0168 -0.028 -0.0128
O -0.001 -0.0011 -0.005
O -0.0068 -0.0062 -0.0026
O -0.0102 -0.0018 -0.0047
O -0.0165 0.0115 -0.0149
O 0.0009 -0.0029 0.0031
O 0.0029 -0.0044 -0.0066
O 0.0027 -0.0024 -0.003
O -0.0032 -0.0015 0.0071
O -0.0096 -0.0102 -0.0024
O -0.009 -0.0262 0.0422
O 0.0069 -0.0112 -0.0032
O -0.0131 -0.0053 0.0106
O 0.0012 -0.0015 -0.0004
O -0.0007 0.0131 0.0082
O -0.0007 -0.002 -0.0007
O -0.0294 -0.0105 0.0446
O 0.0069 0.0003 -0.0163
O -0.0046 0.0062 -0.0022
O -0.0031 -0.0011 -0.0003
O 0.0161 0.0718 -0.1694
O -0.004 0.0002 -0.0043
O 0.0374 -0.0468 -0.0278
O 0.0003 -0.0015 -0.0059
O -0.0025 -0.0063 0.0013
O 0.0008 0.0012 -0.0163
O 0 -0.0098 -0.007
O 0.0049 0.0083 -0.0023
O -0.0223 -0.0276 0.0253
O 0.0019 0.0021 0.0232
O -0.0116 0.0071 0.016
O -0.0019 -0.011 0.0035
O -0.0049 -0.0011 -0.0079
O 0.0016 -0.0056 -0.0105
O 0.0032 -0.0055 0.0132
O 0.0051 -0.0009 -0.0078
O 0.0011 0.0044 -0.0067
O -0.002 -0.0138 -0.0051
O -0.0107 0.0113 -0.0245
O -0.0166 -0.0045 -0.0035
O 0.0049 -0.0062 0.0019
O -0.006 -0.0091 0.0074
O 0.0024 -0.0035 -0.0056
O 0.0005 -0.0036 0.0156
O 0.0095 0.0012 -0.0143
O -0.0084 -0.004 -0.0011
O 0.005 -0.0062 -0.0123
O -0.0014 0.0062 -0.0054
O 0.001 -0.006 0.0113
O -0.0116 -0.0073 0.0099
O -0.0145 -0.0042 -0.0118
O -0.0012 -0.0112 -0.0121
O -0.0028 0.006 -0.0188
O -0.0026 -0.0052 0
O 0.0004 0.0043 -0.0056
H -0.0377 -0.0713 0.1321

The program warned: the cutoff lies below the one the program advises for these potential files; the forces do not sum to zero within the program's tolerance; the exchange-correlation potential is rough where the density is thin.
